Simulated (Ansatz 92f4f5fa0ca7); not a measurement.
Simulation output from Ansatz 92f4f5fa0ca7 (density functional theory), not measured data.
Periodic cell of 223 atoms, Si132O90P1, from a study of silicon, its oxide and their interface. The atomic structure is a simulated model.
Doubt: the cutoff is far below the 930 eV that the study's wrapper takes by default for these files, so forces and energies are approximate.
This geometry differs little from another in the collection (a relaxation step or a small displacement).

Settings: functional PBE; potential files Ansatz PAW; basis plane waves; wave-function cutoff 580 eV; density cutoff ratio 5; exchange-correlation grid ratio 1; k mesh 1 x 1 x 1, Gamma-centred; self-consistency stop 5e-08 eV per atom in the density residual; occupations fixed; spin none; net charge +1 e, with a uniform compensating background and no finite-size correction.

Cell vectors (angstrom)
a 10.938 0 0
b 0 10.938 0
c 0 0 32.1988

Atoms: element, x, y, z (angstrom)
Si 10.5587 0.2418 24.8808
Si 5.7477 10.707 24.7212
Si 2.4852 2.9426 24.6108
Si 8.4206 2.4654 24.7953
Si 0.2875 5.1842 24.7484
Si 5.1151 5.7802 24.6511
Si 2.9036 8.0219 24.6395
Si 7.9282 8.4622 24.717
Si 1.3375 1.3939 25.9934
Si 6.8522 1.3204 26.1119
Si 4.0367 4.1287 25.969
Si 9.6004 4.0694 26.0454
Si 1.3781 6.8341 26.0222
Si 6.7503 6.865 25.9832
Si 4.1004 9.5721 25.9751
Si 9.4495 9.5767 26.1464
Si 2.7164 0.0083 27.332
Si 8.1564 -0.0025 27.5573
Si 0.0032 2.7238 27.4519
Si 5.4384 2.7622 27.3458
Si 2.7348 5.4762 27.4325
Si 8.1718 5.4811 27.321
Si -0.0186 8.2 27.3823
Si 5.434 8.2105 27.4226
Si 4.0762 1.3822 28.725
Si 9.5813 1.3698 28.8364
Si 1.3588 4.111 28.7969
Si 6.825 4.116 28.724
Si 4.1018 6.8335 28.7999
Si 9.5364 6.827 28.7344
Si 1.3637 9.5813 28.7332
Si 6.7768 9.5532 28.847
Si 0.0186 -0.01 30.1602
Si 5.4191 0.0226 30.1494
Si 2.7328 2.7351 30.1427
Si 8.1884 2.7615 30.1308
Si -0.0319 5.4735 30.1274
Si 5.4841 5.4668 30.1459
Si 2.721 8.2202 30.124
Si 8.1944 8.1845 30.1539
Si 1.378 1.3653 31.5305
Si 6.8222 1.3861 31.4872
Si 4.111 4.0982 31.5088
Si 9.5585 4.1085 31.5144
Si 1.3477 6.8502 31.4728
Si 6.8445 6.8221 31.5393
Si 4.0749 9.5794 31.5197
Si 9.574 9.5593 31.5116
Si 2.7373 0.0016 0.7169
Si 8.1927 0.0132 0.6498
Si -0.0063 2.7392 0.6859
Si 5.4803 2.7358 0.6885
Si 2.7283 5.4973 0.6402
Si 8.2148 5.4577 0.715
Si 0.0084 8.1918 0.6811
Si 5.465 8.2156 0.6842
Si 4.1324 1.3674 2.0674
Si 9.5564 1.3552 2.0424
Si 1.3762 4.1387 2.0168
Si 6.8478 4.0832 2.0753
Si 4.0974 6.835 2.0427
Si 9.588 6.8379 2.0637
Si 1.3757 9.5447 2.0612
Si 6.8319 9.605 2.0398
Si -0.0156 -0.0325 3.3858
Si 5.4964 0.0138 3.4765
Si 2.7729 2.7956 3.358
Si 8.1929 2.6915 3.4558
Si 0.0298 5.4785 3.4364
Si 5.4732 5.4699 3.4058
Si 2.7683 8.2055 3.4515
Si 8.2055 8.2341 3.3763
Si 1.3899 1.3947 4.6244
Si 6.8486 1.3488 4.9158
Si 4.1535 4.0885 4.8061
Si 9.5798 4.0833 4.7604
Si 1.4164 6.8317 4.8251
Si 6.8235 6.8916 4.7269
Si 4.1374 9.5771 4.8459
Si 9.5539 9.5533 4.7938
Si 2.745 0.1135 6.0535
Si 8.2086 -0.0612 6.2731
Si 0.0294 2.6727 6.0423
Si 5.4765 2.7286 6.2934
Si 2.8167 5.4783 6.1855
Si 8.1739 5.4805 6.0368
Si 0.0126 8.1889 6.1549
Si 5.5295 8.2237 6.236
Si 3.8376 1.5709 7.6009
Si 9.8418 1.1418 7.456
Si 1.6306 3.7987 7.3131
Si 6.6548 4.4165 7.4833
Si 4.4081 6.6334 7.55
Si 9.3687 6.9457 7.4046
Si 1.1438 9.9198 7.294
Si 7.163 9.2274 7.6747
O 8.3123 8.0839 7.9107
O 2.7187 2.7347 7.9499
O 9.5165 1.343 24.2114
O 3.996 6.9031 24.0788
O 0.0337 0.0285 7.9564
O 5.5309 5.5119 8.0325
O 6.8459 9.5896 24.1605
O 1.3705 4.0833 24.1353
O 3.8622 7.3867 8.9364
O 0.8131 4.3696 8.6049
O 9.815 6.1675 8.7964
O 2.1182 9.3835 8.4983
O 7.512 3.9257 8.8057
O 4.2687 0.9188 9.0662
O 6.7428 9.5544 9.2313
O 9.2129 1.8594 8.8004
O 7.676 3.1641 23.5127
O 10.5822 5.9385 23.4302
O 5.1103 0.4852 23.3921
O 5.818 5.1119 23.324
O 3.1135 2.2403 23.2436
O 2.1847 8.7912 23.1929
O 8.659 7.8233 23.3645
O 0.1525 10.2762 23.5238
Si 4.4036 1.6028 22.4452
Si 3.4891 7.9201 14.0329
Si 7.1253 0.94 14.6778
P 0.9001 9.3786 22.5339
Si 1.1789 4.3027 11.8836
Si 6.2631 8.9448 15.3256
Si 0.6777 1.3588 12.2959
Si 8.6588 4.976 20.5044
Si 0.328 5.7096 9.3626
Si 5.0937 3.0967 17.9392
Si 0.8851 3.7222 16.7425
Si 10.3959 2.8362 19.2403
Si 5.2814 1.1774 10.345
Si 0.8686 0.1635 19.8521
Si 6.6472 9.4568 10.8693
Si 9.3368 9.6377 18.3444
Si 9.3899 9.2457 12.5865
Si 6.5612 3.8756 22.565
Si 2.4399 8.0675 9.3796
Si 10.5941 7.347 17.0753
Si 2.5119 6.2719 16.5764
Si 10.1734 4.4762 14.1902
Si 6.137 9.1496 18.5226
Si 7.9688 2.5689 9.5806
Si 8.8783 2.1295 12.4559
Si 5.3331 6.2134 18.0718
Si 3.9333 0.5314 19.4756
Si 4.2804 3.8318 12.0481
Si 5.5447 6.5968 12.1351
Si 8.0086 2.4744 17.238
Si 4.3663 2.4682 14.9628
Si 1.5472 1.1983 15.2528
Si 1.5718 9.4079 12.0491
Si 8.0499 6.8391 13.872
Si 10.3899 9.8315 15.5001
Si 9.8126 7.0392 22.5463
Si 8.1132 5.4703 17.4066
O 6.0462 7.9559 11.292
O 6.0223 9.1842 16.9106
O 7.6851 1.346 13.21
O 0.8942 1.7344 13.8699
O 9.4264 6.2433 16.8733
O 6.7634 6.1971 13.1329
O 5.1275 4.6289 18.6222
O 9.2169 2.1296 18.3156
O 2.3548 0.0424 19.1478
O 9.4464 10.2306 16.809
O 2.7879 4.4243 11.7231
O 5.0598 10.288 19.1241
O 9.4232 3.2239 13.5028
O 0.4372 1.7359 19.997
O 3.1604 1.3497 15.063
O 8.1921 5.3949 19.0258
O 3.89 6.5736 17.4004
O 4.5716 3.2694 16.39
O 9.0558 5.649 14.3214
O 5.4574 2.7879 22.074
O 10.6708 4.1306 15.6919
O 0.3485 3.8302 18.2888
O 10.4223 10.4411 19.3058
O 9.6388 10.0253 14.0528
O 10.931 8.2108 22.0553
O 1.1973 2.1393 16.535
O 9.7516 3.7598 20.4319
O 8.1443 4.0047 16.714
O -0.0422 9.104 11.9265
O 6.5764 2.3887 18.0219
O 5.584 10.7147 11.1957
O 7.7508 9.5571 18.8651
O 10.0287 1.0097 12.0664
O 1.3135 6.9549 9.061
O 0.6197 4.7562 13.3556
O 5.7041 7.5912 18.9938
O 5.2352 5.0812 11.5187
O 2.7142 6.9714 15.1216
O 0.9049 2.7383 11.4702
O 0.8731 10.671 15.5598
O 2.3996 8.5794 10.916
O 4.6984 2.4258 11.2691
O 4.2655 3.497 13.6804
O 2.2 4.6627 16.4935
O 10.7043 8.2429 15.7103
O 6.9308 10.2735 14.6893
O 2.3435 8.9456 13.4322
O 8.0415 1.4947 15.9308
O 4.1321 6.9898 12.8615
O 4.1603 1.9714 18.7115
O 7.3282 4.4877 21.2853
O 8.4045 2.9117 11.1109
O 1.1803 6.842 17.3645
O 5.6653 1.5648 14.7855
O 8.1283 9.7497 11.6062
O 9.2732 6.3238 21.2109
O 8.9671 7.7138 12.8807
O 1.6569 0.1141 11.8831
O 6.6406 6.1172 17.0723
O 7.3902 7.7786 15.0548
O 1.2299 10.2599 21.3094
O 10.0392 8.1671 18.3698
O 3.9469 0.8419 21.0856
O 0.3417 5.3315 10.932
O 6.6965 1.5685 9.6326
O 4.7716 8.6947 14.7005

Results
free energy: -135857.990 eV
free energy less fixed offsets of O -568.88, P -755.39, Si -635.61 eV per atom: -2.880 eV

Forces (eV/angstrom), in the order of the atoms: element, x, y, z
Si -0.0009 -0.0125 -0.132
Si -0.0126 0.0069 -0.0283
Si 0.0008 -0.0027 -0.0376
Si -0.0217 0.0271 -0.0015
Si 0.0005 0.0037 -0.0282
Si 0.0027 0.0001 -0.0048
Si 0.0211 -0.0074 -0.058
Si 0.0064 -0.0046 -0.0424
Si 0.0338 -0.0017 0.0177
Si -0.0115 0.016 0.0032
Si 0.0079 -0.0014 0.0157
Si -0.0183 0.0087 0.0055
Si -0.0153 -0.0027 0.0187
Si 0.0037 -0.0064 0.0133
Si 0.0003 0.0133 0.019
Si 0.0075 -0.041 0.0208
Si 0.001 -0.0082 -0.0072
Si -0.0081 0.0071 0.0354
Si -0.0026 0.0099 0.025
Si -0.0004 -0.0026 -0.0142
Si 0.0046 0.008 0.0006
Si 0.0042 -0.0032 -0.0132
Si 0.0032 0.002 -0.0046
Si -0.0127 -0.0035 0.0016
Si 0.0004 0.0029 0.01
Si -0.0046 -0.0023 -0.0084
Si -0.0039 -0.0111 -0.0096
Si 0.0032 -0.0015 0.0097
Si 0.0022 -0.0019 -0.0091
Si -0.0049 0.0036 0.0083
Si -0.0039 0.004 0.0078
Si 0.0129 0.0024 -0.0117
Si 0.0061 -0.0047 0.0002
Si -0.0048 0.0092 -0.0003
Si 0.0061 0.001 -0.0015
Si -0.0028 0.0032 -0.0004
Si -0.0044 0.0039 -0.0029
Si 0.0003 -0.0018 -0.0001
Si -0.0021 0.0029 -0.0046
Si 0.0011 -0.008 0.0009
Si -0.001 -0.0021 0.0005
Si -0.0003 0.0016 0.0006
Si -0.0001 -0.0005 0.0007
Si -0.0028 0.0004 0.0016
Si 0.0006 -0.0009 0.0016
Si 0.0031 0.0006 0.0007
Si 0.0003 -0.0012 0.0027
Si 0 0.0023 0.0003
Si -0.001 0.0024 0.0008
Si 0.0007 0.001 -0.002
Si 0.0012 0.001 0
Si -0.0001 -0.0001 -0.0001
Si 0.0022 -0.0011 -0.0021
Si -0.0012 0.0009 0.0005
Si -0.0021 -0.0006 -0.0007
Si -0.0001 -0.0011 -0.0009
Si 0.0052 -0.0007 -0.0016
Si -0.0007 -0.002 0.0013
Si -0.0051 0.0036 -0.0038
Si 0.0023 -0.0052 0.0015
Si 0.0012 0.0009 0.0019
Si 0.0018 -0.0011 -0.0019
Si 0.0052 -0.0043 -0.0004
Si -0.0038 0.0035 -0.0015
Si 0.0075 0.0139 0.0119
Si -0.0047 -0.0002 -0.0091
Si -0.0084 -0.0171 0.019
Si 0.0051 0.0106 -0.0085
Si -0.0047 -0.0018 -0.0046
Si 0.0024 0.0039 0.0071
Si -0.007 -0.0011 -0.0097
Si 0.0018 -0.0055 0.0117
Si 0.0003 0.0012 -0.0171
Si 0.0001 -0.0026 0.01
Si 0.0044 0.0037 -0.0078
Si -0.0011 -0.0022 0.0041
Si 0.0038 0.003 0.0037
Si -0.002 0 -0.0078
Si 0.0035 0.0036 0.0124
Si -0.0028 -0.001 -0.0103
Si 0.0039 0.0029 -0.0079
Si -0.0048 0.0009 -0.0024
Si -0.0007 0.0001 -0.0047
Si -0.0011 -0.0039 -0.0038
Si -0.0016 0.003 -0.0021
Si 0.0022 -0.0029 -0.0063
Si 0.0011 -0.0037 -0.0019
Si -0.0015 0.0015 -0.0079
Si -0.0017 -0.0033 0.0094
Si 0.0019 0.0076 0.0089
Si -0.0058 -0.0035 0.005
Si 0.002 0.0064 0.011
Si 0.0011 0.0033 0.009
Si -0.001 -0.0043 0.0116
Si 0.0009 0.003 0.0097
Si -0.0038 -0.0002 0.0159
O 0.0017 0.0016 -0.0033
O 0.0037 -0.0032 0.001
O 0.0136 -0.0175 0.0413
O -0.0006 -0.0039 -0.001
O -0.0004 -0.0032 -0.0009
O 0.0013 -0.0023 -0.0005
O 0.0059 0.0042 0.0184
O -0.0004 -0.0012 0.0112
O 0.0038 -0.0033 -0.005
O 0.0019 -0.0021 -0.0037
O -0.0039 0.0039 -0.0063
O -0.0029 0.0036 -0.0057
O -0.0038 0.0034 -0.0076
O -0.0035 0.0026 -0.0089
O 0.0021 -0.0006 -0.0118
O 0.0035 -0.004 -0.0055
O 0.0054 -0.0026 -0.0149
O 0.005 -0.0023 0.0114
O 0.0024 -0.0054 0.0078
O -0.0023 0.0018 0.0003
O -0.0058 0.006 0.014
O 0.0191 -0.0138 0.0474
O -0.0129 0.0068 0.0149
O -0.0312 0.0482 0.0745
Si 0.0022 -0.0055 -0.0081
Si 0 -0.0007 -0.0004
Si -0.0008 0 -0.0027
P -0.003 -0.0092 -0.0295
Si 0.0007 -0.0009 0.0023
Si -0.0002 -0.0002 -0.0036
Si 0 -0.0004 0.0014
Si 0.0031 -0.0023 -0.0063
Si 0.0021 0.0003 0.0036
Si 0.0002 0.001 -0.0051
Si 0.0004 0.0007 -0.0049
Si 0.0014 0.001 -0.007
Si 0.0024 0.0011 0.0058
Si -0.0018 0.004 -0.0041
Si 0.0014 -0.0012 0.0062
Si -0.0039 -0.0037 -0.0069
Si -0.0001 -0.0003 0.0018
Si 0.0044 -0.0011 -0.0023
Si -0.0017 -0.0011 0.0044
Si 0.0002 -0.0013 -0.0057
Si 0 -0.0005 -0.0039
Si -0.0001 0.0002 -0.001
Si 0.0002 -0.0014 -0.0036
Si -0.0006 -0.0031 0.0058
Si 0.0004 -0.0016 0.0029
Si -0.0001 0.0001 -0.0046
Si 0.0046 -0.0002 -0.011
Si -0.0006 0.0011 0.0027
Si -0.0001 -0.0007 0.0016
Si -0.0002 0.0003 -0.0055
Si 0.0004 -0.0003 -0.0033
Si 0 0 -0.0037
Si -0.0004 0.001 0.0031
Si -0.0002 -0.0008 -0.0006
Si 0.0004 -0.0009 -0.0048
Si 0.0012 -0.0045 -0.0039
Si -0.0003 0.0017 -0.0078
O 0.0003 0.0019 -0.0021
O 0 -0.0002 0.0015
O 0.0006 0.0006 -0.0007
O -0.0003 -0.0003 -0.0001
O -0.0002 0 0.003
O -0.0008 -0.0002 0
O 0.0003 -0.0003 0.0028
O 0.0001 -0.0015 0.0028
O -0.0024 -0.0025 0.0032
O -0.0003 0.003 0.0005
O -0.0003 -0.0005 -0.0005
O -0.0019 0.0017 0.0028
O -0.0005 -0.0011 0
O 0.0007 0.0009 0.0019
O 0.0002 -0.0002 0.002
O -0.0002 -0.0004 0.0062
O -0.0006 -0.0001 0.0023
O 0 -0.0007 0.0017
O 0 -0.0007 0.0012
O -0.0007 0.0005 0.0022
O -0.0005 -0.0001 0.001
O -0.0006 -0.0006 0.003
O 0.002 0.0003 0.009
O -0.0009 -0.0012 -0.0008
O 0.0033 0.0062 0.0007
O 0.0003 -0.0012 0.0019
O -0.0012 0.0009 0.002
O 0.0001 -0.0015 0.0026
O 0.0004 -0.0006 -0.0008
O 0.0004 -0.0005 0.0024
O -0.0005 0.0003 -0.0017
O 0.0001 0.0002 0.0025
O -0.0002 0 -0.0005
O 0.0007 0.0003 -0.0013
O 0.0009 -0.0003 -0.0008
O 0.0004 0.0002 0.0017
O 0 -0.0004 -0.0007
O 0.0005 0.0008 0.0006
O -0.0002 0.0008 -0.001
O 0.0015 0.0007 0.0025
O 0.001 -0.0012 -0.0036
O 0.0007 -0.0027 -0.0026
O 0.0001 0.0003 -0.0007
O 0 -0.0003 0.0025
O 0.0002 -0.0001 0.0015
O 0.0002 -0.0002 0.0015
O -0.0007 0.0003 -0.0005
O 0 -0.0007 0.0018
O 0.0005 -0.0003 -0.0004
O -0.0008 -0.0012 0.0036
O -0.0038 -0.0019 0.0082
O -0.0008 0.0007 -0.0039
O 0.0003 -0.0001 0.0023
O -0.0004 -0.0007 0.0021
O -0.0014 0.0002 -0.0014
O 0.0004 0.0012 0.0011
O 0.0008 0.0009 -0.0006
O 0.0008 -0.0006 -0.0006
O 0.0003 -0.0001 0.0024
O 0 0.0001 0.0016
O -0.0028 -0.0043 0.0162
O 0.0001 -0.0021 0.0032
O 0.0013 0.0035 0.0101
O -0.0011 0.0014 -0.0027
O 0.0002 0.0003 -0.0022
O -0.0004 -0.0005 0.0013

The program warned: the cutoff lies below the one the program advises for these potential files; the exchange-correlation potential is rough where the density is thin.
